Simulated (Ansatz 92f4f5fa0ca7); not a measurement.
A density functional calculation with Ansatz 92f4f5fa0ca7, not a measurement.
Periodic cell of 222 atoms, Si132O88H2, from a study of silicon, its oxide and their interface. The atomic structure is a simulated model.

Settings: functional PBE; potential files Ansatz PAW; basis plane waves; wave-function cutoff 700 eV; density cutoff ratio 5; exchange-correlation grid ratio 1; k mesh 2 x 2 x 1, shifted by 0.5 0.5 0.5 of a step; self-consistency stop 5e-08 eV per atom in the density residual; occupations fixed; spin none; net charge 0.

Cell vectors (angstrom)
a	10.938	0	0
b	0	10.938	0
c	0	0	32.3151

Atoms: element, x, y, z (angstrom)
Si	-0.1164	0.1893	24.773
Si	5.6864	-0.2854	24.7482
Si	2.4303	2.9952	24.9321
Si	8.5406	2.4269	24.6184
Si	0.1888	5.2099	24.966
Si	5.2946	5.8288	24.9002
Si	2.934	7.9425	24.8722
Si	7.8963	8.4074	25.0119
Si	1.3374	1.3718	26.2086
Si	6.8586	1.3689	25.9926
Si	4.1336	4.1297	26.1101
Si	9.5162	4.0195	26.1421
Si	1.3719	6.8092	26.2166
Si	6.7785	6.8863	26.3542
Si	4.0754	9.5862	26.1268
Si	9.6095	9.5791	26.1191
Si	2.7323	0.0063	27.5222
Si	8.2071	0.0181	27.4826
Si	-0.0317	2.7302	27.5641
Si	5.4981	2.724	27.455
Si	2.765	5.4489	27.552
Si	8.2042	5.4437	27.5363
Si	-0.0011	8.2095	27.524
Si	5.3971	8.2664	27.6042
Si	4.1018	1.3673	28.8968
Si	9.5708	1.3673	28.8968
Si	1.3673	4.1018	28.8968
Si	6.8362	4.1018	28.8968
Si	4.1018	6.8362	28.8968
Si	9.5708	6.8362	28.8968
Si	1.3673	9.5708	28.8968
Si	6.8362	9.5708	28.8968
Si	0	0	30.2641
Si	5.469	0	30.2641
Si	2.7345	2.7345	30.2641
Si	8.2035	2.7345	30.2641
Si	0	5.469	30.2641
Si	5.469	5.469	30.2641
Si	2.7345	8.2035	30.2641
Si	8.2035	8.2035	30.2641
Si	1.3673	1.3673	31.6313
Si	6.8362	1.3673	31.6313
Si	4.1018	4.1018	31.6313
Si	9.5708	4.1018	31.6313
Si	1.3673	6.8362	31.6313
Si	6.8362	6.8362	31.6313
Si	4.1018	9.5708	31.6313
Si	9.5708	9.5708	31.6313
Si	2.7345	0	0.6835
Si	8.2035	0	0.6835
Si	0	2.7345	0.6835
Si	5.469	2.7345	0.6835
Si	2.7345	5.469	0.6835
Si	8.2035	5.469	0.6835
Si	0	8.2035	0.6835
Si	5.469	8.2035	0.6835
Si	4.1018	1.3673	2.0507
Si	9.5708	1.3673	2.0507
Si	1.3673	4.1018	2.0507
Si	6.8362	4.1018	2.0507
Si	4.1018	6.8362	2.0507
Si	9.5708	6.8362	2.0507
Si	1.3673	9.5708	2.0507
Si	6.8362	9.5708	2.0507
Si	0	0	3.418
Si	5.469	0	3.418
Si	2.7345	2.7345	3.418
Si	8.2035	2.7345	3.418
Si	0	5.469	3.418
Si	5.469	5.469	3.418
Si	2.7345	8.2035	3.418
Si	8.2035	8.2035	3.418
Si	1.4029	1.3476	4.7857
Si	6.8209	1.4049	4.7853
Si	4.0843	4.115	4.7954
Si	9.5776	4.0908	4.8131
Si	1.3734	6.818	4.8174
Si	6.8511	6.8278	4.7532
Si	4.0767	9.5949	4.7875
Si	9.6185	9.5252	4.7372
Si	2.7337	-0.0226	6.2373
Si	8.2795	0.0267	6.0054
Si	0.0736	2.7504	6.1508
Si	5.4599	2.7726	6.1924
Si	2.719	5.4675	6.226
Si	8.1862	5.4549	6.1712
Si	0.0075	8.166	6.1949
Si	5.4792	8.2324	6.0698
Si	3.8378	1.6659	7.4876
Si	9.9315	1.0473	7.3228
Si	1.5568	3.8962	7.6187
Si	6.5759	4.3877	7.5332
Si	4.3671	6.6661	7.4097
Si	9.2449	7.11	7.4646
Si	1.1735	9.6819	7.5787
Si	7.0817	9.4475	7.2779
O	1.3291	4.1339	24.4397
O	6.8424	9.525	24.4135
O	2.6957	2.759	7.977
O	8.1346	8.2818	7.7358
O	5.4628	5.5456	7.9359
O	0.0354	-0.1012	7.9346
O	4.1148	6.8844	24.405
O	9.6888	1.2853	24.2853
O	1.6973	8.9675	8.9987
O	0.9077	4.3906	9.0681
O	9.2651	1.7636	8.6373
O	6.6233	10.1619	8.6804
O	4.5144	1.1805	8.8913
O	3.7977	7.3842	8.7626
O	7.1736	3.845	8.9619
O	9.5732	6.6735	9.0037
O	2.9226	2.2652	23.5337
O	5.1031	0.1564	23.2743
O	8.144	2.9681	23.1063
O	10.3751	5.7686	23.6186
O	8.3091	7.4952	23.7218
O	2.2679	8.4791	23.4649
O	6.1774	5.4667	23.5404
O	0.6431	10.5732	23.4027
Si	3.0811	8.4511	9.7513
Si	7.5407	3.9188	10.5505
Si	-1.1899	3.8452	15.9234
Si	3.3986	2.9479	22.134
Si	7.036	0.6484	19.7707
Si	12.3028	-5.781	17.4864
Si	2.6971	9.4683	20.2571
Si	9.2779	6.2889	14.8579
Si	2.6679	11.1498	17.656
Si	-2.1024	9.8621	17.8238
Si	4.7611	0.3583	21.698
Si	9.2791	12.3376	10.2191
Si	4.4744	11.2811	10.2755
Si	3.3273	1.7064	12.8123
Si	9.1135	8.4822	12.9523
Si	0.9969	9.1391	22.6824
Si	-0.1328	0.8746	16.4621
Si	-1.1479	0.2494	13.888
Si	0.3288	13.0311	12.124
Si	5.5948	5.0501	22.0718
Si	6.8742	4.8649	15.3403
Si	5.2636	4.2336	12.7175
Si	4.5968	11.2497	15.401
Si	4.1093	6.6572	20.0452
Si	4.4017	5.0885	17.3472
Si	-0.8161	7.0133	17.8742
Si	4.9798	12.9676	17.8137
Si	3.1128	6.3034	12.0547
Si	7.9218	3.1107	21.4882
Si	9.598	6.9996	22.8988
Si	9.6917	5.4073	20.4549
Si	11.8902	4.7893	10.6688
Si	-3.5177	9.9359	14.9743
Si	1.7328	4.6676	20.378
Si	7.068	10.2439	10.2591
Si	9.4311	6.4761	10.6093
O	8.3401	5.2993	10.9111
O	9.9334	-1.0411	12.8787
O	19.4068	13.5677	10.9305
O	2.8091	5.8552	20.5793
O	-2.8605	4.0153	16.176
O	-4.7396	15.0373	14.0617
O	0.3263	5.3091	20.8395
O	3.5038	11.9951	11.3411
O	-1.0256	7.367	13.8408
O	0.0128	6.0725	11.0242
O	1.6761	4.2594	18.8096
O	7.8765	1.6513	20.755
O	3.9069	0.7643	14.0041
O	2.2764	10.0387	18.7801
O	1.3194	9.1498	21.0784
O	10.8272	1.2679	10.7691
O	9.8705	0.1489	17.565
O	9.7004	8.5397	18.2834
O	4.4469	1.9356	21.4156
O	2.9865	18.647	11.2051
O	6.5648	3.9983	21.3019
O	9.0882	3.9202	20.6907
O	3.7269	8.2296	20.0292
O	0.8181	6.6899	17.8352
O	3.4212	-0.4276	21.2658
O	1.3569	11.9584	17.0989
O	1.7033	12.7149	12.9367
O	0.3766	3.6372	11.6572
O	9.9306	4.7915	14.5798
O	2.4836	16.0819	11.0733
O	-14.2286	6.1698	14.7229
O	5.9644	11.2492	10.9374
O	-2.6722	11.2629	14.4996
O	10.8688	10.918	15.096
O	5.6048	5.3497	16.2685
O	4.5175	6.2044	18.5284
O	13.7837	5.2012	16.7045
O	9.0278	6.4994	21.4623
O	3.4875	10.5113	16.3734
O	-0.3434	8.2579	22.8067
O	5.3327	6.3308	21.0846
O	5.8245	-0.7084	15.0622
O	2.1126	3.3179	21.2043
O	-3.2244	8.823	13.7838
O	2.2703	6.5834	13.4255
O	3.6609	1.2699	18.4017
O	4.1817	4.3303	22.4465
O	5.9694	-0.1297	20.7273
O	-1.3961	6.7644	16.3876
O	0.0826	4.4055	16.8215
O	-0.8565	1.6846	13.1801
O	4.6117	5.732	12.4746
O	-1.4831	5.9464	18.9313
O	4.0302	14.1097	12.8938
O	6.3065	1.5692	18.631
O	-2.9796	9.5014	16.4742
O	10.0685	2.2625	16.002
O	8.979	7.8098	11.4617
O	15.6435	3.6179	17.9785
O	3.9953	9.7635	9.9742
O	8.544	-0.0351	10.4672
O	6.1707	3.8527	11.4228
O	7.9001	-0.5381	19.0542
O	5.1555	12.5643	16.2264
H	6.9973	8.9211	10.8815
H	2.585	6.1424	14.2294

Results
free energy: -134012.522 eV
free energy less fixed offsets of H -17.10, O -569.03, Si -635.61 eV per atom: -3.162 eV

Forces (eV/angstrom), in the order of the atoms: element, x, y, z
Si	0.0021	0.0245	-0.029
Si	0.0155	-0.0293	-0.0526
Si	-0.0331	0.0085	-0.0369
Si	0.0355	-0.0176	-0.0538
Si	0.0215	-0.021	-0.0456
Si	0.0014	0.0374	-0.0281
Si	0.0209	-0.018	-0.0417
Si	-0.0422	-0.004	-0.0412
Si	-0.0033	-0.019	-0.0087
Si	-0.001	0.0164	0.0192
Si	-0.0027	0.0114	0.0092
Si	-0.0053	-0.0009	0.0186
Si	-0.0085	0.0057	0.0002
Si	0.0002	-0.0142	-0.0043
Si	0.001	0.0042	0.0064
Si	0.001	0.0022	0.0152
Si	0.0061	-0.0053	-0.0006
Si	-0.0071	0.0107	-0.0054
Si	-0.001	-0.0007	-0.0114
Si	0.0038	-0.0028	0.0113
Si	0.0046	-0.0078	-0.0143
Si	0.0079	-0.0179	-0.0135
Si	-0.0088	0.0092	0
Si	-0.0009	0.0109	-0.0151
Si	0.2279	0.0774	-0.3408
Si	-0.2553	-0.1405	0.1635
Si	-0.0017	-0.0261	0.0829
Si	-0.0766	-0.2372	-0.122
Si	-0.2391	0.0102	0.4427
Si	0.0627	-0.0803	-0.1098
Si	0.0236	-0.0042	-0.0533
Si	0.1008	0.3837	0.038
Si	-0.045	-0.0083	-0.0265
Si	0.1147	0.0447	0.0144
Si	-0.0314	0.0338	-0.0279
Si	-0.0183	-0.072	0.0031
Si	0.0585	0.0411	0.0096
Si	-0.0238	0.032	-0.0344
Si	-0.0286	-0.1188	0.0318
Si	-0.037	-0.0049	-0.0457
Si	0.0166	-0.0425	0.009
Si	-0.0375	0.0546	0.0054
Si	0.0207	0.0031	0.0071
Si	-0.0443	-0.0072	-0.0177
Si	-0.0316	0.0602	0.0125
Si	0.0277	-0.0229	0.0069
Si	-0.0143	0.0235	-0.0204
Si	0.0464	-0.0262	0.0059
Si	0.029	-0.0419	0.0054
Si	-0.0343	0.0185	-0.0116
Si	0.0016	0.0346	-0.0043
Si	0.0364	-0.0516	0.0032
Si	-0.0164	0.0262	-0.0043
Si	0.0327	0.0082	0.0062
Si	0.0043	-0.049	0.0093
Si	-0.0364	0.0141	-0.006
Si	0.024	0.0763	-0.0199
Si	-0.0027	-0.0396	0.0372
Si	-0.024	-0.0399	0.0421
Si	-0.0023	0.0164	-0.0061
Si	0.0454	-0.0151	0.0259
Si	-0.0536	0.0378	-0.014
Si	-0.0116	0.0393	-0.0277
Si	0.0469	-0.008	0.0442
Si	0.2411	0.0066	-0.1548
Si	-0.0759	0.149	0.0957
Si	0.164	-0.0828	-0.0384
Si	-0.0008	0.1648	0.0362
Si	-0.03	-0.0214	0.2105
Si	-0.1102	-0.0129	-0.0675
Si	-0.1347	-0.0126	0.1702
Si	0.13	-0.1713	-0.3176
Si	0.0033	-0.001	0.0084
Si	-0.0041	0.0094	0.0096
Si	0.0009	-0.0042	0.0065
Si	-0.0016	0.0033	0.0002
Si	0.0015	-0.0025	-0.007
Si	0.0046	-0.0116	0.0156
Si	-0.0052	0.0084	-0.0006
Si	0.0097	-0.0036	0.0182
Si	-0.0039	-0.0079	-0.0011
Si	-0.0049	0.0014	-0.0055
Si	-0.0024	0.0067	-0.012
Si	0.0135	0.0077	-0.0129
Si	-0.0198	-0.0051	-0.0018
Si	0.001	-0.0066	-0.0149
Si	0.0092	-0.0037	-0.0003
Si	-0.0063	0.0069	0.0057
Si	-0.0185	0.024	0.0416
Si	0.0146	-0.0308	0.0425
Si	0.012	-0.0277	0.0387
Si	-0.0197	0.0222	0.0397
Si	0.0195	-0.0101	0.036
Si	-0.0292	0.0254	0.0386
Si	-0.019	0.0061	0.0282
Si	0.0191	-0.0203	0.031
O	0.0043	-0.0001	-0.0183
O	-0.0071	0.0043	-0.0191
O	-0.0065	0.0114	0.0231
O	-0.004	0.0109	0.0227
O	0.0052	-0.0004	0.0212
O	0.0007	0.0029	0.0218
O	-0.0014	-0.0076	-0.0222
O	-0.0046	0.0008	-0.0184
O	0.0161	0.0155	-0.0128
O	0.0187	-0.0037	-0.0044
O	0.0162	-0.0271	-0.0001
O	0.022	-0.0129	-0.0036
O	-0.0159	-0.0076	0.0045
O	-0.0057	0.0031	-0.0061
O	-0.0084	0.016	0.0022
O	-0.0039	-0.007	-0.0039
O	0.0043	0.0336	-0.0037
O	0.0074	-0.0023	0.0004
O	0	-0.0094	0.0145
O	-0.0065	0.0152	0.0077
O	0.0207	0.0138	0.0102
O	-0.0086	0.0088	0.006
O	-0.0215	-0.0021	0.0024
O	-0.0194	-0.011	0.0185
Si	0.0043	0.0057	-0.0029
Si	-0.0042	-0.0028	0.004
Si	0.0026	-0.0092	-0.0066
Si	-0.0018	0.0036	0.002
Si	0.002	-0.0053	0
Si	0.0008	0.001	0.0034
Si	-0.004	-0.0012	-0.0024
Si	-0.0027	0.0031	-0.002
Si	-0.0048	-0.0025	-0.0007
Si	-0.0025	-0.0022	0.0052
Si	-0.0003	0.0014	-0.0041
Si	0.0017	-0.007	-0.0005
Si	-0.0004	-0.0044	0.002
Si	-0.0026	-0.0006	0.0005
Si	-0.0018	0.0012	-0.0025
Si	-0.0086	-0.0085	0.0015
Si	-0.0002	0.0038	-0.0005
Si	0.0023	0.0002	-0.001
Si	0.0006	-0.0033	0.0002
Si	-0.0092	0.0029	-0.0004
Si	-0.0006	0.0008	-0.0079
Si	-0.0001	0.0003	-0.0006
Si	-0.0001	-0.0028	-0.0025
Si	0.0046	0.0045	-0.0001
Si	0.0023	0.0031	0.0003
Si	-0.0003	0.0019	0.0016
Si	0.0015	0	-0.0003
Si	0.0003	0.0045	0.0009
Si	0.0003	-0.0013	-0.0133
Si	0.004	0.0061	0.0075
Si	-0.0021	0.002	0.0003
Si	0.0016	0.0028	0.0074
Si	-0.0032	-0.003	-0.0008
Si	-0.0015	-0.0045	0.0026
Si	0.0006	-0.0051	0.0002
Si	-0.0008	0.0062	0.0024
O	0.0102	-0.0036	-0.0124
O	-0.0199	-0.0032	0.0276
O	-0.0042	0.0086	-0.0214
O	0.013	-0.0106	-0.0158
O	0.0063	0.0206	-0.0022
O	-0.0095	0.015	-0.0122
O	-0.0045	-0.0058	-0.0242
O	0.0253	-0.0062	-0.0022
O	-0.0284	0.0039	0.0068
O	-0.003	-0.0154	-0.0071
O	-0.0001	0.025	0.0171
O	-0.0163	0.0099	-0.0013
O	0.0004	0.0119	0.0019
O	0.0126	0.0079	0.0049
O	0.0116	-0.0035	0.007
O	-0.0269	0.0095	-0.0071
O	0.0054	-0.0095	-0.022
O	-0.0152	0.0028	-0.017
O	-0.0111	-0.0134	0.0156
O	0.0036	-0.0066	-0.0114
O	0.0074	0.0064	0.0191
O	-0.0106	0.0165	0.0114
O	-0.01	-0.0053	0.0035
O	-0.0222	-0.0267	-0.0072
O	0.0219	-0.0001	-0.0045
O	0.0025	-0.0193	0.0003
O	0.0077	0.0142	0.003
O	0.014	-0.0049	-0.013
O	-0.0214	0.0314	0.0086
O	-0.0235	0.0101	0.0097
O	0.0218	-0.027	0.0173
O	-0.0156	-0.0106	-0.0233
O	0.0138	-0.0322	-0.0001
O	-0.0233	0.0186	0.0038
O	-0.003	-0.0139	0.0028
O	-0.0129	-0.0151	0.0095
O	0.0136	0.0028	0.0198
O	0.0198	-0.0159	0.0006
O	0.0062	0.0348	0.0048
O	0.0062	-0.0144	-0.0069
O	-0.0191	-0.0225	-0.0008
O	0.0087	0.0165	0.0085
O	0.0199	0.0176	0.002
O	0.0205	0.0158	0.0072
O	0.0348	-0.0221	0.0074
O	0.0112	-0.0069	-0.0276
O	0.0094	-0.0143	-0.0297
O	-0.0105	0.0277	0.0019
O	0.005	-0.0072	-0.0027
O	0.0062	0.0121	0.0053
O	0.0078	-0.0231	0.0074
O	-0.0153	-0.0234	0.0026
O	0.0211	0.012	0.0059
O	0.0063	-0.0115	-0.0083
O	-0.0126	-0.0115	0.006
O	0.011	0.0182	-0.0003
O	0.0002	-0.0233	0.013
O	0.0128	-0.0155	-0.0003
O	-0.004	0	-0.0133
O	-0.012	0.0091	0.0075
O	-0.0089	0.0294	-0.0095
O	0.0088	0.0087	0.0079
O	-0.0015	0.0088	-0.0108
O	-0.0177	-0.0238	0.0209
H	-0.0029	0.0098	-0.0033
H	-0.0137	0.0122	-0.0265

The program warned: the cutoff lies below the one the program advises for these potential files; the forces do not sum to zero within the program's tolerance; the exchange-correlation potential is rough where the density is thin.
